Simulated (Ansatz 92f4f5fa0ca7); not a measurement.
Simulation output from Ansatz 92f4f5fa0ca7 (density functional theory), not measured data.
Periodic cell of 184 atoms, Si120O64, from a study of silicon, its oxide and their interface. The atomic structure is a simulated model.
This geometry differs little from another in the collection (a relaxation step or a small displacement).

Settings
functional: r2SCAN
potential files: Ansatz PAW
basis: plane waves
wave-function cutoff: 800 eV
density cutoff ratio: 5
exchange-correlation grid ratio: 1
k mesh: 1 x 1 x 1, shifted by 0.5 0.5 0 of a step
self-consistency stop: 1e-10 eV per atom in the density residual
occupations: fixed
spin: none
net charge: 0

Cell vectors (angstrom)
a 10.887 0 0
b 0 10.887 0
c 0 0 27.4457

Atoms and the computed forces on them: element, x, y, z (angstrom), force x, y, z (eV/angstrom)
Si -2.7443 0.008 2.8499 0.0398 -0.0185 0.0557
Si 8.1503 2.8888 -0.0896 0.0035 -0.0176 0.1772
Si -9.3853 1.4853 1.465 0.0045 -0.0033 0.047
Si 12.8798 2.9993 -2.002 -0.1056 0.0117 0.1227
Si 9.653 0.0977 -4.2337 0.0437 0.0422 0.034
Si 15.046 4.2004 1.2233 0.0142 -0.0136 0.1098
Si 2.8832 5.6528 2.6435 0.0386 -0.0241 -0.0064
Si 10.7122 6.7728 -1.9962 -0.0257 -0.0706 0.0825
Si 2.1894 3.3934 0.2603 0.0062 0.0332 0.1045
Si 8.2578 5.4307 2.7833 0.0438 -0.0195 0.0141
Si 1.665 -0.2971 -5.2646 0.0061 0.0055 -0.0257
Si 3.8228 9.5128 -0.989 -0.055 0.0048 0.1277
Si 5.3606 2.7375 2.7046 -0.0023 -0.0027 -0.0296
Si 7.0356 6.7116 1.2627 0.0035 -0.0104 -0.043
Si -0.2686 6.9936 -9.0693 -0.0116 0.03 -0.0443
Si 20.4514 3.9912 1.4899 -0.0902 -0.0674 0.0876
Si 0.0402 2.6871 2.8576 -0.0258 -0.0493 -0.0662
Si 2.9277 0.0621 2.6611 0.0754 0.0237 -0.0123
Si -0.0556 8.2057 2.7582 -0.0356 0.065 -0.117
Si 1.4229 7.0549 1.3524 -0.0639 0.0229 0.0523
Si 1.5747 -2.0473 -0.4472 0.0479 0.0715 0.0201
Si 10.3211 1.2553 -1.5541 -0.0192 -0.0812 0.0905
Si 5.632 8.2328 2.5262 -0.0433 0.0452 0.0338
Si -1.3097 9.7255 1.4187 -0.0383 0.1271 0.1839
Si 1.4527 4.1891 4.0292 -0.0233 0.0048 0.0174
Si 4.1011 1.4048 4.1784 0.0172 -0.0122 0.0062
Si 1.4246 9.5902 3.9797 0.0017 -0.0231 -0.0173
Si 4.2253 6.9497 3.9994 -0.0095 -0.0104 -0.029
Si 6.802 4.0784 4.0364 0.0238 -0.0154 0.0169
Si 9.528 1.3659 4.1606 -0.0356 0.0057 0.0502
Si 6.8561 9.4634 4.1497 0.0309 0.048 -0.0005
Si 9.5578 6.8128 4.1664 -0.0226 -0.0406 -0.018
Si 0.0431 -0.0078 5.4196 -0.0214 0.0354 -0.0139
Si 2.7153 2.7824 5.4774 0.0261 -0.0023 -0.0272
Si 0.0568 5.4498 5.4738 0.0278 0.0172 0.0057
Si 2.7603 8.2128 5.3599 0.0072 0.0226 -0.0098
Si 5.477 -0.0109 5.4822 -0.0169 0.0037 -0.002
Si 8.1402 2.7303 5.4444 0.0605 -0.0007 0.0085
Si 5.4751 5.4895 5.3757 -0.0394 -0.0354 -0.001
Si 8.1805 8.1324 5.5401 0.0258 -0.0088 0.0115
Si 1.3309 1.3742 6.8003 -0.0002 -0.0063 -0.0044
Si 4.1142 4.1591 6.7796 0.0369 -0.0164 -0.0166
Si 1.4273 6.8489 6.7834 -0.0203 -0.0229 0.0034
Si 4.0538 9.5236 6.8018 -0.0109 0.0456 0.0015
Si 6.8318 1.3691 6.837 0.0134 -0.0149 -0.0135
Si 9.5209 4.0584 6.7925 -0.0084 -0.0346 0.0182
Si 6.7818 6.7605 6.8428 0.001 0.0302 -0.0228
Si 9.5806 9.5348 6.8101 -0.0218 -0.0029 -0.0215
Si -0.0423 2.6856 8.1827 -0.0151 -0.0138 0.0018
Si 2.6633 -0.0227 8.1498 0.013 -0.0001 0.0175
Si 0.0388 8.1779 8.1612 0.004 0.0275 0.0077
Si 2.7569 5.4847 8.1756 -0.015 0.0251 0.017
Si 5.4459 2.7684 8.1396 0.0131 -0.0192 0.0252
Si 8.2023 -0.0104 8.1774 0.0184 0.0188 0.013
Si 5.3691 8.1187 8.1666 0.0042 -0.0205 0.0395
Si 8.1342 5.3717 8.1623 -0.0062 0.0029 0.0267
Si 1.3582 4.0823 9.4439 -0.0075 -0.0069 -0.0155
Si 4.0284 1.3897 9.3937 0.0098 0.0287 -0.0139
Si 1.3472 9.5112 9.6152 -0.0193 0.0004 -0.0138
Si 4.0416 6.8099 9.6618 0.0077 0.0254 -0.0334
Si 6.7718 4.067 9.6123 0.0056 -0.0153 -0.0208
Si 9.5304 1.3155 9.6204 -0.0315 -0.0166 -0.0047
Si 6.7654 9.4912 9.4291 0.0011 -0.0076 -0.0472
Si 9.5169 6.7699 9.4016 -0.0034 -0.04 -0.0086
Si -0.0149 -0.066 11.0399 -0.0196 0.0213 -0.0111
Si 2.6744 2.687 10.7904 0.0011 -0.012 0.0053
Si -0.0095 5.4473 10.753 -0.0385 -0.0111 0.0315
Si 2.6562 8.1685 11.0724 -0.0353 -0.023 -0.0194
Si 5.3648 0.0067 10.6791 0.0304 -0.0141 0.0661
Si 8.1336 2.671 10.9583 -0.0015 -0.0089 -0.0722
Si 5.3817 5.4084 11.0335 0.0099 -0.0162 -0.0313
Si 8.0757 8.0367 10.7159 -0.0144 0.0231 0.0536
Si 1.4135 1.3916 12.3218 -0.0092 -0.0227 0.0215
Si 3.96 3.9654 12.2856 -0.0253 -0.0094 0.0391
Si 5.8296 8.6756 13.4347 0.126 0.0471 -0.1115
Si 4.0896 9.672 12.2293 -0.0475 0.0443 -0.01
Si 6.6637 1.2599 12.1542 0.0952 -0.0378 0.042
Si 9.5655 4.1092 12.1489 0.035 -0.0903 -0.0101
Si 8.5432 5.7168 13.5255 -0.0855 0.0565 0.0277
Si 10.1842 7.505 13.5005 0.0567 -0.0181 -0.2035
Si 0.3902 3.165 13.4778 0.0347 0.0376 -0.061
Si 3.2323 0.5543 13.619 -0.0141 0.0595 -0.1532
Si -1.4965 9.2972 12.1411 -0.0023 -0.0262 -0.0262
Si 1.2258 6.6866 12.3548 -0.0252 0.0386 0.0866
Si 4.82 2.3013 21.8531 0.0098 -0.0045 0.0009
Si 7.5579 -0.6307 13.2085 -0.1047 -0.0079 -0.1604
Si 13.525 6.1683 18.9061 -0.0162 -0.0008 -0.0518
Si 6.7954 6.8033 12.3168 0.0133 -0.0234 -0.0412
Si 4.8583 8.3764 15.5553 0.0437 -0.0055 -0.0884
Si 5.376 -10.7855 20.0244 -0.0323 0.026 0.0015
Si 3.7908 5.5377 16.0176 -0.0558 -0.0139 -0.0993
Si 3.5609 8.6026 20.6206 0.0031 0.0064 0.016
Si 5.0193 2.247 13.5289 -0.0099 -0.043 -0.0422
Si 7.0678 4.3672 21.1303 -0.0052 0.0034 0.0098
Si 2.1318 4.8474 13.5569 -0.0189 -0.0249 -0.1754
Si 7.9189 5.5302 18.4236 0.0373 -0.0128 -0.0017
Si 20.8453 -30.0337 15.3614 0.0549 -0.0475 -0.0475
Si 5.9347 -5.7531 27.3536 0.0774 0.0835 0.1333
Si -4.4487 0.9734 28.9968 -0.081 -0.0482 0.0855
Si 8.1794 -6.6061 15.4539 0.0581 0.1858 -0.1135
Si -37.5818 11.6882 17.0781 0.048 -0.033 -0.0121
Si 42.2001 20.522 18.9658 -0.0121 -0.0225 -0.0356
Si -3.1406 -1.2008 21.4712 -0.0081 -0.0069 -0.0311
Si -4.8865 18.1112 22.1129 -0.0059 -0.0076 0.0123
Si -20.5965 13.1713 20.3321 -0.0254 -0.0214 0.0183
Si 0.5984 0.973 17.6145 -0.0068 -0.0158 -0.0862
Si 20.6056 24.7854 22.0263 -0.0141 -0.0094 -0.0476
Si 11.7111 15.7895 23.4188 0.0363 0.0288 0.0212
Si -4.8992 3.2847 15.4739 -0.1514 -0.0087 -0.1874
Si -7.1182 33.5003 24.2337 0.0363 -0.0228 0.066
Si 8.3898 10.8076 15.2244 -0.0535 0.0342 -0.0598
Si 0.3052 -0.0447 27.646 0.0625 -0.0498 0.0367
Si -8.4092 14.9713 21.0849 0.043 0.0216 0.0773
Si 18.1515 8.112 17.3126 0.0089 0.0065 -0.0102
Si 3.1138 -11.0258 15.8958 0.007 0.0462 -0.0303
Si 0.4855 -16.69 27.8712 0.0757 -0.0446 0.0442
Si -12.1092 29.9332 15.6564 -0.0704 -0.0352 0.0074
Si 8.1207 7.8227 26.8918 0.0731 -0.0181 0.1192
Si 4.7139 10.0695 28.6835 0.0239 0.0175 0.1296
Si 16.5323 7.3563 25.2986 -0.0215 0.0016 0.168
O -5.3533 -5.0182 -1.5019 -0.0524 0.0034 -0.0866
O 1.0431 -15.6507 -8.7806 0.0095 -0.017 0.0255
O 10.7684 12.9742 -10.7695 -0.0263 -0.012 0.0921
O 6.366 -5.1788 -5.7507 -0.0029 0.0131 0.0055
O 6.1024 0.4676 -8.8049 0.0014 -0.0204 -0.0107
O 23.6235 -6.5524 -2.9099 0.0165 0.0418 -0.1078
O 9.736 -21.5602 -2.6341 -0.0289 -0.0502 -0.0401
O -2.7893 -3.1873 -11.4807 0.0277 0.0289 0.0283
O 5.8094 -24.0062 -10.5838 -0.0489 0.0012 0.0204
O 10.3721 43.5189 -9.1619 -0.0238 -0.0028 0.0188
O 12.482 11.8695 -6.2391 0.0109 -0.0067 0.0182
O -1.5752 1.5585 -4.8501 0.0002 0.0095 -0.0249
O 14.3189 9.1401 -11.6106 -0.0076 0.0135 0.0291
O 12.5386 5.1304 -5.4053 -0.0232 0.0044 -0.0321
O 20.07 13.278 -1.2407 0.0578 -0.0251 -0.0897
O -1.8309 23.1253 -12.5509 0.0456 0.022 -0.0076
O 6.2164 2.3654 16.8079 -0.0103 0.0501 0.0216
O -4.3887 10.6491 21.1307 0.0325 0.0117 0.0388
O 27.9557 -18.6884 21.5279 -0.0022 -0.0163 0.0015
O -3.6955 8.1648 21.526 0.0139 -0.0191 -0.0057
O -10.1928 2.0389 25.2293 -0.0118 0.0064 -0.0638
O 24.1283 20.1934 21.4568 0.0021 -0.0059 -0.001
O 6.9575 -14.9484 18.2459 -0.0268 -0.0009 -0.002
O 21.4567 -2.4896 19.1817 0.0121 0.0155 0.0395
O 13.8575 -25.0409 19.498 0.0054 0.0271 0.0169
O -10.765 16.3322 26.3167 -0.0515 0.0434 -0.1056
O 32.2952 13.6193 20.6395 -0.0103 0.0154 -0.0131
O -2.4906 20.9089 22.9016 0.0079 -0.0028 0.0188
O 18.1731 37.2084 19.5308 -0.0106 -0.0188 -0.0443
O -1.6982 7.1737 25.8406 -0.0052 0.019 -0.0797
O 29.8522 -6.0567 16.9949 0.0016 -0.0515 0.0149
O 3.2863 -8.6885 24.9295 0.0101 0.0316 0.0172
O -24.4306 -12.6429 18.127 -0.0164 0.0009 -0.0176
O -14.6031 10.9339 16.2943 -0.0183 0.0237 0.1195
O -12.3883 -4.823 18.8498 0.0183 0.0135 0.0082
O 4.8494 15.2266 15.9654 0.0323 0.0294 0.0793
O 15.3397 11.3721 16.5921 0.0151 0 0.0272
O 12.2026 12.7123 18.7849 0.0201 0.0358 -0.0049
O -17.2587 12.2412 20.571 -0.0246 0.0079 0.0089
O 11.0306 -0.574 22.6599 -0.0031 -0.0111 -0.0053
O 33.4612 -13.7428 25.7728 -0.0131 -0.0351 0.0071
O -12.8466 -0.8761 20.4055 0.0108 0.0021 0.0098
O -3.637 -9.3221 27.6874 0.0358 0.0417 -0.0714
O 26.0157 10.7288 25.4255 0.0159 0.0141 -0.0497
O 15.1808 -13.6382 25.7155 0.0446 -0.0108 -0.0967
O -6.3617 -4.0755 15.3726 0.0269 -0.019 -0.0045
O -7.2418 -18.3727 21.9935 -0.0235 -0.0005 0.0059
O 2.4804 5.1749 15.1379 0.0375 -0.0185 0.0906
O -13.2696 14.9214 21.7753 0.0249 0.0118 0.0198
O 2.5793 0.0725 23.4602 -0.0567 -0.0229 -0.0114
O -2.1438 9.1529 27.5574 -0.0356 -0.0582 -0.0569
O 3.1159 4.9943 19.9051 -0.017 -0.0159 0.0158
O -11.2136 18.3178 16.8021 0.0429 -0.0461 0.0562
O -6.3179 29.5168 21.5553 -0.0002 0.003 0.002
O 21.8754 6.2751 23.9234 -0.015 0.0057 -0.0329
O 26.6739 1.3426 23.1724 0.0282 -0.001 -0.0246
O 7.0739 4.0301 26.9043 0.0046 -0.0736 -0.0483
O 9.5848 -1.0853 15.7535 0.0611 0.0296 0.0622
O -4.0407 19.0991 25.9695 -0.0106 0.0181 -0.0315
O -7.5072 -15.8688 17.514 0.0021 -0.0123 0.0664
O -5.0082 7.2767 23.7199 0.0355 0.0033 -0.0927
O 4.3898 20.6235 19.8218 0.001 -0.0247 -0.0208
O -0.2501 -7.1453 23.1251 -0.027 -0.0225 0.0371
O 12.6483 -10.7076 16.7647 -0.0203 -0.013 0.041

Results
free energy: -113256.689 eV
free energy less fixed offsets of O -570.45, Si -639.56 eV per atom: -0.689 eV

The program warned: the cutoff lies below the one the program advises for these potential files; empty levels may hold ghost states of the PAW files; the exchange-correlation potential is rough where the density is thin.
